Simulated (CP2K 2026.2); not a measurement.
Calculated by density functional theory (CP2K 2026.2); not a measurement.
Periodic cell of 504 atoms, Si360O144, from a study of silicon, its oxide and their interface. The atomic structure is a simulated model.
Doubt: the forces sum to 0.98 eV/angstrom along one axis rather than to zero, so they err by at least 0.0019 eV/angstrom per atom on average; the grid cutoff is modest.

Settings: functional PBE; method Gaussian and plane waves; basis set DZVP-MOLOPT-SR-GTH; pseudopotentials GTH-PBE; grid cutoff 300 Ry, relative cutoff 40 Ry; k points Gamma only; occupations fixed; spin none; net charge 0.

Cell vectors (angstrom)
a 16.32 0 0
b 0 16.32 0
c -4.0342 -2.8521 33.4326

Atoms and the computed forces on them: element, x, y, z (angstrom), force x, y, z (eV/angstrom)
Si 1.581 -1.637 0.242 0.032 0.145 0.747
Si 4.258 1.265 -0.02 -0.248 0.13 0.688
Si 1.145 4.31 0.133 0.121 -0.228 0.767
Si 4.412 6.415 0.059 -0.068 0.137 0.769
Si 1.052 -6.611 0.21 0.204 -0.077 0.754
Si 3.853 -3.703 0.194 0.015 -0.25 0.738
Si 6.386 -1.072 -0.06 0.322 -0.101 0.748
Si 9.803 1.208 -0.029 -0.189 0.162 0.847
Si 6.677 4.219 -0.091 0.235 -0.139 0.722
Si 9.285 7.141 -0.039 0.165 -0.258 0.776
Si 7.072 9.343 0.166 -0.24 0.026 0.743
Si -6.784 -4.384 0.305 0.012 0.215 0.662
Si -4.408 -1.142 -0.021 0.155 -0.146 0.787
Si -1.63 1.544 0.005 0.238 -0.129 0.82
Si -3.602 3.989 -0.088 -0.363 0.112 0.75
Si -1.1 6.497 0.141 -0.088 0.233 0.753
Si -4.438 -6.483 0.035 0.202 -0.145 0.767
Si -1.044 -4.282 0.157 -0.228 0.075 0.774
Si 2.734 0.06 1.362 0.058 0.003 -0.03
Si 5.478 2.745 1.317 -0.012 0.002 -0.053
Si 2.764 5.415 1.404 -0.038 0.032 -0.034
Si 5.466 8.101 1.331 -0.05 0 -0.059
Si 2.718 -5.418 1.38 0.042 -0.016 -0.1
Si 5.414 -2.588 1.478 0.052 0.044 -0.039
Si 8.13 0.023 1.183 -0.014 -0.009 -0.033
Si -5.327 2.827 1.184 0.049 -0.015 -0.039
Si 8.205 5.454 1.232 -0.033 0.005 -0.072
Si -5.443 8.173 1.357 0.001 0.002 -0.079
Si 8.116 10.782 1.667 -0.023 -0.016 -0.002
Si -5.525 -2.704 1.352 0.017 0 -0.037
Si -2.777 -0.033 1.302 -0.001 -0.004 -0.059
Si -0.034 2.687 1.354 -0.021 -0.013 -0.027
Si -2.627 5.391 1.502 -0.01 -0.001 -0.039
Si -0.064 8.137 1.458 -0.012 -0.043 -0.037
Si -2.773 -5.393 1.315 0.044 -0.012 -0.041
Si 0.054 -2.783 1.556 -0.005 0.027 -0.054
Si 1.341 1.361 2.714 -0.002 0.015 0.007
Si 4.094 4.033 2.738 0.01 -0.012 0.028
Si 1.406 6.815 2.751 -0.017 -0.014 0.013
Si 4.099 9.504 2.678 -0.01 -0.028 0.009
Si 1.403 -4.14 2.871 0.009 0.009 0.047
Si 4.066 -1.254 2.825 -0.028 -0.025 0.025
Si 6.839 1.371 2.652 0.015 -0.008 0.023
Si 9.583 4.107 2.594 -0.04 -0.026 -0.023
Si 6.834 6.752 2.699 0.037 0.019 0.036
Si 9.562 9.439 2.882 0.02 -0.034 0.014
Si 6.742 12.285 2.795 -0.02 0.008 0.026
Si -6.895 -1.333 2.665 -0.02 0.015 0.013
Si -4.084 1.401 2.66 0.009 0.008 0.024
Si -1.312 4.018 2.831 0.024 -0.026 0.011
Si -4.081 6.79 2.702 -0.009 0.031 -0.002
Si -1.47 -6.807 2.736 0.011 0.056 0.024
Si -4.093 -4.023 2.709 -0.006 -0.011 0.002
Si -1.39 -1.347 2.711 0.003 0.006 0.008
Si -0.017 0.001 4.075 -0.008 -0.006 -0.005
Si 2.713 2.7 4.092 0.023 -0.002 -0.012
Si 0.052 5.435 4.115 0 -0.014 -0.02
Si 2.747 8.181 4.096 -0.005 0.02 -0.015
Si -0.046 -5.487 4.12 0.012 -0.023 -0.031
Si 2.735 -2.696 4.155 0.005 0 -0.027
Si 5.485 0.07 4.112 -0.009 0.002 -0.016
Si 8.209 2.744 3.992 -0.015 0 -0.026
Si 5.459 5.416 4.074 -0.01 0.034 -0.033
Si 8.155 8.081 4.146 -0.001 -0.003 -0.017
Si 5.404 10.874 4.099 -0.015 -0.011 -0.004
Si 8.142 -2.69 4.104 0.026 0.02 -0.001
Si -5.483 0.032 4.007 -0.009 0.022 -0.038
Si -2.728 2.679 4.116 0.007 -0.02 -0.014
Si -5.444 5.432 4.05 0.016 0.002 -0.003
Si -2.765 8.146 4.112 0.003 0.007 0
Si -5.405 -5.418 4.114 -0.009 0.003 -0.016
Si -2.735 -2.695 4.089 -0.015 -0.029 -0.01
Si 1.351 -1.376 16.314 0.022 -0.015 0.005
Si 4.061 1.363 16.305 0.002 -0.002 0.01
Si 1.324 4.067 16.313 -0.01 -0.015 0
Si 4.056 6.784 16.275 0.004 0.003 -0.002
Si 1.298 -6.838 16.313 -0.011 -0.003 0
Si 4.079 -4.065 16.274 0.011 -0.001 0.001
Si 6.793 -1.369 16.233 -0.005 0.007 -0.016
Si -6.755 1.378 16.303 0.012 -0.005 0.001
Si 6.812 4.074 16.314 0.001 -0.002 0.015
Si -6.777 6.816 16.318 0.004 0.005 0.009
Si 6.843 9.543 16.281 -0.002 -0.001 -0.004
Si -6.768 -4.08 16.307 -0.011 0.027 0.014
Si -4.071 -1.355 16.347 -0.006 -0.01 0.003
Si -1.37 1.372 16.341 0.022 0 0.004
Si -4.049 4.097 16.344 0.014 0.006 0.009
Si -1.381 6.8 16.365 0.001 -0.005 0.007
Si -4.073 9.51 16.337 -0.013 0.002 0.01
Si -1.369 -4.086 16.326 0.01 -0.007 0.006
Si 2.733 -0.037 17.662 -0.012 -0.001 0.017
Si 5.415 2.732 17.657 0.011 -0.013 0.048
Si 2.663 5.453 17.642 0.036 0.015 0.003
Si 5.476 8.136 17.557 0.002 -0.008 0.003
Si 2.663 -5.422 17.565 -0.008 0.021 0.008
Si 5.453 -2.701 17.625 -0.002 -0.004 0.009
Si 8.184 -0.039 17.552 -0.011 -0.029 -0.008
Si -5.4 2.74 17.696 -0.026 -0.028 0.006
Si 8.2 5.431 17.658 -0.016 0.02 0.011
Si -5.439 8.171 17.712 0.029 -0.013 0.026
Si 8.184 10.913 17.673 0.006 -0.024 0.023
Si -5.388 -2.768 17.7 -0.004 0.003 0.038
Si -2.738 0.034 17.713 0.005 -0.012 0.003
Si -0.02 2.727 17.714 -0.018 0.025 0.04
Si -2.721 5.448 17.756 -0.008 -0.007 0.042
Si -0.034 -8.185 17.763 0.003 0.016 0
Si -2.69 -5.474 17.699 0.004 0.023 -0.006
Si -0.047 -2.695 17.685 0.021 -0.01 0.017
Si 1.335 1.29 18.997 0.002 -0.019 -0.028
Si 4.021 4.13 18.991 0.047 -0.031 -0.01
Si 1.331 6.744 19.104 -0.027 -0.02 0.009
Si 4.077 -6.799 18.793 0.003 0.01 -0.061
Si 1.315 -4.096 18.978 0.015 -0.024 -0.048
Si 4.115 -1.383 19.032 -0.008 0.03 -0.009
Si 6.827 1.291 18.888 -0.023 -0.013 -0.055
Si -6.756 4.094 19.052 -0.007 0.035 0.005
Si 6.814 6.798 18.959 0.007 -0.002 -0.023
Si -6.777 9.572 19.057 -0.005 0.008 -0.021
Si 6.828 -4.008 19 0.026 0.014 -0.024
Si 9.519 -1.371 18.949 -0.027 -0.005 -0.018
Si -4.052 1.42 19.106 0.036 0.01 0.023
Si -1.331 4.113 19.142 -0.007 0.012 -0.017
Si -4.124 6.797 19.119 -0.004 -0.011 -0.033
Si -1.405 -6.827 19.143 -0.002 -0.012 0.024
Si -4.003 -4.135 19.093 -0.02 0.02 -0.029
Si -1.415 -1.336 19.081 0.016 -0.018 -0.014
Si -0.061 0.032 20.438 -0.014 0.052 0.044
Si 2.7 2.663 20.284 0.001 0.023 0.052
Si 0.037 5.417 20.62 -0.012 -0.007 0.07
Si 2.781 8.202 20.207 0.006 -0.012 0.045
Si -0.012 -5.433 20.428 0.007 0.023 0.04
Si 2.689 -2.738 20.319 -0.038 0.015 0.071
Si 5.564 -0.057 20.342 0.036 -0.04 0.077
Si 8.156 2.658 20.227 0.021 -0.021 0.03
Si 5.411 5.504 20.329 -0.031 0.031 0.032
Si 8.121 8.203 20.323 -0.005 0.011 0.018
Si 5.362 -5.409 20.138 -0.002 0.016 0.026
Si 8.229 -2.711 20.408 0.013 -0.009 0.064
Si -5.491 0.021 20.309 -0.01 -0.02 0.027
Si -2.725 2.801 20.538 0.011 0.023 0.017
Si -5.492 5.449 20.534 0.015 0.014 0.038
Si -2.769 -8.196 20.541 -0.012 -0.026 0.048
Si -5.343 -5.492 20.481 0.013 -0.057 0.038
Si -2.722 -2.719 20.493 -0.021 -0.007 0.054
Si 1.125 -1.583 21.626 0.092 0.096 -0.795
Si 4.395 1.584 21.48 -0.061 -0.099 -0.829
Si 1.207 3.675 21.78 -0.006 0.176 -0.724
Si 4.361 7.214 21.596 -0.093 -0.234 -0.728
Si 1.664 -6.62 21.561 -0.21 0.018 -0.748
Si 3.808 -4.386 21.533 0.053 0.18 -0.769
Si 7.198 -1.08 21.754 -0.222 -0.193 -0.815
Si -6.998 1.218 21.657 0.154 0.104 -0.737
Si 6.567 3.809 21.441 -0.04 0.171 -0.75
Si -6.793 7.014 21.759 -0.117 -0.215 -0.742
Si 6.531 -6.857 21.478 0.199 -0.006 -0.712
Si 9.855 -3.86 21.691 -0.199 -0.077 -0.802
Si -4.398 -1.527 21.659 0.193 0.02 -0.791
Si -1.174 1.605 21.851 -0.155 -0.143 -0.747
Si -3.85 4.409 21.906 -0.113 -0.163 -0.828
Si -1.583 6.622 21.917 0.195 0.066 -0.81
Si -4.418 -7.183 21.924 0.23 0.281 -0.723
Si -1.083 -3.83 21.797 -0.211 -0.206 -0.709
Si 4.124 7.244 -2.845 0.066 -0.075 0.014
Si 7.855 -7.124 26.109 -0.029 0.04 -0.014
Si 0.076 -7.883 23.92 -0.108 -0.022 -0.133
Si -0.006 -2.055 -3.996 0.084 0.011 0.046
Si 2.914 6.06 -5.173 0.002 -0.093 0.001
Si -0.994 -4.963 24.673 0.115 0.143 -0.149
Si 6.788 -1.953 -3.086 -0.055 0.039 0.184
Si 5.372 7.489 -6.358 0.026 -0.103 0.105
Si 0.214 0.109 -1.948 -0.026 0.021 0.14
Si -2.19 -6.16 -7.061 0.043 -0.032 -0.033
Si -7.044 -6.602 -3.979 -0.012 -0.006 0.043
Si 8.037 -5.221 23.766 -0.011 0.053 -0.148
Si -3.594 3.583 -5.818 -0.02 0.012 -0.037
Si -6.105 4.085 -7.14 0.05 -0.015 0.002
Si -6.874 5.92 -2.845 0.014 -0.011 0.054
Si 4.626 6.252 24.326 0.032 -0.015 -0.034
Si -7.246 -5.294 -6.806 0.009 -0.059 0.04
Si 3.918 1.009 24.411 0.039 0.008 -0.055
Si -5.08 5.901 -5.341 0.041 0.015 -0.042
Si -7.703 3.069 -2.291 -0.14 0.034 0.125
Si 7.038 7.404 -3.858 -0.042 0.042 0.001
Si 2.662 -6.818 -2.13 0.002 0.007 -0.094
Si 4.884 -4.143 -4.334 0.088 -0.062 0.104
Si -7.412 1.913 -5.206 0.101 0.024 0.054
Si 4.16 -3.614 24.405 -0.039 -0.034 -0.096
Si 0.446 -1.645 -7.109 -0.118 0.202 -0.179
Si -7.874 -2.458 -6.661 0.122 -0.015 -0.026
Si -4.281 -7.073 25.02 -0.014 0.052 -0.051
Si -7.354 -3.866 -2.417 -0.124 0.036 0.007
Si 5.192 -5.549 -1.722 0.037 0.096 0.031
Si -7.088 4.373 26.055 -0.027 -0.103 -0.048
Si -1.857 -3.919 -2.731 0.037 -0.023 0.072
Si 2.335 2.478 -2.088 0.084 0.018 0.087
Si 1.342 1.249 -7.024 -0.081 -0.096 -0.031
Si 2.821 3.879 24.499 0.068 -0.023 -0.152
Si -3.186 0.35 23.955 0.003 0.106 -0.11
Si -1.167 5.119 -4.834 0.046 0.035 -0.001
Si -4.917 -1.964 -5.506 -0.11 -0.079 -0.052
Si 0.258 7.773 -5.316 -0.004 -0.008 -0.071
Si 2.139 -1.375 24.476 0.049 0.016 -0.088
Si -5.336 2.62 24.027 -0.031 0.019 -0.04
Si -1.561 -6.476 -4.176 -0.006 -0.117 0.019
Si 6.72 -0.22 -5.371 0.037 0.12 0.019
Si -4.468 -2.749 -2.601 0.084 0.094 0.075
Si 4.572 -5.918 -6.674 -0.064 0.094 -0.028
Si 6.735 -2.474 24.595 0.135 -0.01 -0.137
Si 1.883 -4.339 -3.843 0.053 -0.048 -0.051
Si -2.847 6.066 -2.262 0.094 -0.114 0.267
Si 1.497 3.481 -4.87 -0.004 -0.02 -0.036
Si 1.402 -5.916 -6.408 -0.055 -0.037 0.027
Si -4.165 -7.58 -2.895 -0.029 0.112 0.148
Si 7.592 5.555 23.743 0.071 0.092 -0.126
Si 0.233 -2.682 26.22 -0.034 -0.112 -0.098
Si -4.668 0.895 -6.058 -0.091 0.027 0.043
Si 1.337 -1.35 5.463 -0.003 0.007 0
Si 4.09 1.381 5.466 -0.002 -0.014 0.01
Si 1.39 4.074 5.471 -0.005 0.006 -0.002
Si 4.104 6.796 5.435 0.003 -0.003 -0.015
Si 1.348 9.499 5.464 0.002 0.007 -0.001
Si 4.078 12.238 5.486 0 -0.006 -0.002
Si 6.801 -1.332 5.468 -0.017 -0.01 0.001
Si 9.52 1.384 5.406 -0.003 -0.011 -0.011
Si 6.834 4.062 5.41 0.004 -0.003 -0.017
Si -6.79 6.748 5.475 -0.001 -0.002 0
Si 6.795 9.51 5.441 0 0.013 -0.015
Si -6.8 12.258 5.442 -0.005 -0.007 -0.005
Si -4.119 -1.328 5.405 0.013 0.022 -0.019
Si -1.362 1.34 5.465 0.003 0.009 0.006
Si -4.086 4.076 5.43 -0.012 0 -0.007
Si -1.356 6.791 5.438 0.006 0.002 -0.008
Si -4.079 -6.792 5.482 -0.01 -0.006 -0.004
Si -1.378 -4.073 5.45 0.003 0.006 -0.011
Si 2.721 0.005 6.807 0.012 0.001 -0.009
Si 5.462 2.737 6.803 -0.011 0 -0.003
Si 2.747 5.444 6.812 0.001 -0.002 0.002
Si 5.443 8.158 6.811 -0.01 0.006 -0.011
Si 2.7 10.877 6.82 -0.016 0.016 -0.008
Si 5.45 -2.715 6.821 0.005 -0.004 -0.006
Si 8.174 0.029 6.799 -0.007 -0.003 0.001
Si -5.444 2.721 6.792 -0.003 0.006 0.002
Si -8.157 5.404 6.819 0.012 0.004 0.001
Si -5.446 8.151 6.812 -0.013 0.008 0.005
Si -8.161 10.881 6.791 0.011 -0.006 0.001
Si -5.443 -2.698 6.795 -0.011 -0.006 -0.01
Si -2.741 -0.012 6.8 0.011 0.005 0.003
Si 0.003 2.716 6.808 0.001 -0.009 -0.006
Si -2.723 5.434 6.793 0.003 -0.005 -0.008
Si -0.002 8.139 6.818 0.014 0.009 -0.001
Si -2.714 -5.435 6.825 0.004 -0.008 -0.002
Si -0.016 -2.719 6.814 0.006 -0.002 0
Si 1.364 1.362 8.168 0.005 -0.002 0.002
Si 4.103 4.089 8.171 0.019 0.019 0.002
Si 1.367 6.787 8.169 -0.007 -0.01 -0.003
Si 4.073 9.515 8.167 0.003 -0.004 -0.003
Si 1.348 -4.077 8.173 0 -0.012 0.009
Si 4.076 -1.359 8.167 -0.018 -0.017 -0.003
Si 6.807 1.369 8.166 -0.006 -0.006 0.003
Si -6.794 4.062 8.175 -0.019 -0.006 0.011
Si 6.806 6.791 8.161 0.003 -0.001 -0.001
Si -6.808 9.518 8.159 -0.004 0.007 -0.001
Si 6.81 -4.081 8.166 -0.003 0.006 -0.004
Si -6.796 -1.342 8.16 0.003 0.008 0.006
Si -4.084 1.363 8.156 0.002 0 0.001
Si -1.364 4.076 8.159 0.009 0.004 0.004
Si -4.076 6.796 8.161 0.006 0.008 -0.001
Si -1.351 -6.802 8.17 0.009 0.011 0.005
Si -4.086 -4.068 8.158 0.004 0.004 0.006
Si -1.379 -1.363 8.165 -0.016 -0.012 0.002
Si -0.008 0 9.515 -0.002 0.002 -0.001
Si 2.729 2.725 9.517 0 0 -0.002
Si 0 5.431 9.521 0.009 0.005 0.006
Si 2.718 8.154 9.529 -0.009 0.008 0.004
Si -0.001 -5.441 9.534 0.005 0.002 0.008
Si 2.715 -2.719 9.525 0.003 0.005 -0.002
Si 5.442 0.004 9.517 0.005 0.003 -0.008
Si -8.156 2.717 9.537 0.008 -0.004 0.005
Si 5.45 5.446 9.536 -0.012 0 0.003
Si -8.16 8.154 9.52 -0.007 0.004 -0.002
Si 5.44 -5.442 9.518 0.002 0.008 0.002
Si -8.152 -2.712 9.516 -0.001 -0.014 0.003
Si -5.434 0.006 9.526 -0.003 -0.002 0.002
Si -2.722 2.718 9.518 -0.008 -0.002 0.001
Si -5.435 5.435 9.52 -0.01 -0.008 0.004
Si -2.717 8.158 9.519 0.002 -0.001 0
Si -5.443 -5.437 9.51 -0.01 -0.005 -0.002
Si -2.726 -2.722 9.529 0.011 0.001 0.007
Si 1.347 -1.362 10.878 0.005 -0.006 0
Si 4.082 1.363 10.876 0.002 -0.004 -0.005
Si 1.361 4.075 10.88 -0.001 -0.005 0.001
Si 4.078 6.798 10.891 0.011 0.002 0.001
Si 1.358 9.515 10.887 0.006 0.003 -0.001
Si 4.08 -4.08 10.877 -0.009 -0.006 0.005
Si 6.804 -1.356 10.874 -0.006 0.001 0.001
Si -6.793 1.361 10.891 -0.015 -0.001 0.006
Si -9.511 4.085 10.891 -0.006 0.001 0.002
Si -6.794 6.798 10.878 0.003 0.01 0
Si -9.522 9.513 10.877 0.001 -0.007 -0.004
Si -6.794 -4.076 10.874 0 0.011 -0.004
Si -4.076 -1.356 10.887 -0.002 -0.002 0
Si -1.361 1.361 10.879 0.005 -0.002 -0.002
Si -4.078 4.077 10.882 0.006 0.008 -0.003
Si -1.36 6.797 10.877 0.004 0 -0.003
Si -4.08 9.523 10.869 -0.002 0.009 -0.007
Si -1.366 -4.081 10.887 -0.007 -0.009 0.005
Si 2.707 0.007 12.224 0.003 0.001 -0.004
Si 5.443 2.72 12.236 -0.001 0.006 -0.003
Si 2.713 5.435 12.245 -0.006 0.006 -0.003
Si 5.438 8.159 12.246 -0.012 0.002 0.003
Si 2.719 10.879 12.237 0.004 0.002 -0.003
Si 5.442 -2.715 12.23 0.007 0 0
Si 8.165 -0.001 12.24 0.007 -0.008 -0.004
Si -5.434 2.722 12.25 -0.006 -0.009 -0.005
Si -8.149 5.445 12.248 0.001 -0.005 0.001
Si -5.426 8.156 12.231 -0.004 0.009 -0.008
Si -8.151 10.873 12.223 -0.012 -0.002 -0.006
Si -5.434 -2.72 12.239 0 -0.008 0.003
Si -2.711 0.001 12.246 -0.001 0.007 -0.003
Si -0.005 2.723 12.24 0.009 -0.001 -0.004
Si -2.718 5.438 12.237 -0.005 -0.002 0
Si -0.009 8.156 12.241 0.005 0.003 0
Si -2.729 -5.44 12.239 0.009 -0.008 -0.002
Si -0.006 -2.721 12.247 0.001 0.006 0.003
Si 1.347 1.357 13.595 -0.001 -0.003 -0.003
Si 4.075 4.068 13.595 0.014 -0.014 -0.002
Si 1.34 6.789 13.6 0.002 0.005 -0.002
Si 4.072 9.52 13.6 0.002 0.006 0.008
Si 1.351 -4.093 13.597 0.025 -0.02 0.001
Si 4.068 -1.35 13.573 -0.016 0.01 -0.003
Si 6.81 1.367 13.592 -0.014 0.001 -0.005
Si -6.784 4.092 13.61 0.001 0.002 0.002
Si 6.804 6.802 13.603 -0.003 0.011 0.004
Si -6.779 9.521 13.581 -0.002 -0.008 -0.006
Si 6.81 -4.085 13.573 0.006 -0.009 0
Si 9.532 -1.357 13.594 -0.012 0.004 0
Si -4.067 1.362 13.604 0.01 -0.006 -0.003
Si -1.364 4.083 13.602 0 0.001 -0.007
Si -4.07 6.8 13.6 0.004 -0.001 -0.002
Si -1.379 9.513 13.597 -0.005 0.006 -0.005
Si -4.076 -4.076 13.605 -0.017 0.013 -0.006
Si -1.358 -1.358 13.615 0.007 -0.01 0.005
Si -0.005 0.01 14.976 0.007 0.009 0.005
Si 2.698 2.718 14.951 0.002 0.006 0.005
Si -0.028 5.446 14.976 0.005 -0.005 -0.001
Si 2.692 8.158 14.945 0.002 -0.003 0.002
Si -0.026 -5.45 14.953 0.007 0.007 -0.001
Si 2.711 -2.712 14.93 -0.01 0 0.002
Si 5.423 0.017 14.926 0.013 -0.011 0.001
Si 8.176 2.723 14.954 -0.003 -0.008 0.005
Si 5.441 5.423 14.947 -0.017 0.006 0.005
Si 8.189 8.165 14.939 -0.001 0.012 0.006
Si 5.45 10.886 14.936 -0.002 -0.002 0.008
Si 8.18 -2.739 14.929 -0.019 0.003 0.002
Si -5.418 -0.005 14.957 -0.015 0.004 0.003
Si -2.716 2.727 14.968 -0.005 -0.007 -0.003
Si -5.416 5.447 14.973 0 0.007 0.001
Si -2.72 8.153 14.975 0.001 0.012 -0.001
Si -5.423 -5.452 14.957 0.002 -0.006 0.006
Si -2.723 -2.716 14.973 0.009 -0.004 0.002
O 3.315 -3.79 -4.311 0.006 0.349 -0.037
O -8.145 -8.033 -0.417 0.08 0.03 -0.309
O 1.557 -7.412 -1.127 0.042 -0.744 -0.086
O -7.457 -5.295 -3.134 -0.142 -0.053 -0.058
O 3.139 2.345 24.851 -0.108 -0.109 0.54
O -2.717 5.513 22.388 0.27 0.211 0.293
O 5.535 5.333 -0.471 -0.095 -0.093 -0.308
O -1 7.418 23.233 0.023 0.211 0.224
O 2.725 -2.891 24.515 -0.089 -0.469 0.159
O -4.524 3.811 23.271 -0.103 0.238 0.552
O -5.648 8.092 22.199 -0.321 -0.152 0.228
O -4.492 3.754 -7.187 0.251 0.073 -0.439
O -2.667 -0.578 25.162 0.173 -0.275 0.052
O -5.669 -5.449 -0.274 -0.149 0.253 -0.352
O 1.348 1.224 -2.017 -0.01 -0.057 -0.24
O 0.699 -1.08 -0.99 -0.427 -0.275 -0.343
O -8.136 -2.757 -3.285 0.26 0.085 -0.273
O 5.314 0.1 -0.455 0.066 0.269 -0.48
O 3.847 0.861 22.817 -0.059 -0.398 0.274
O 8.03 4.883 25.122 -0.35 -0.089 0.261
O 7.079 -5.956 22.707 -0.197 0.24 0.202
O -3.908 -6.99 -1.412 0.342 0.203 -0.053
O 2.706 -2.671 -0.358 -0.216 -0.151 -0.568
O 7.281 3.561 -1.477 -0.461 0 -0.444
O -1.454 -3.522 -1.22 -0.298 0.463 -0.032
O -2.117 -7.78 -7.155 0.242 -0.133 0.073
O -8.156 -4.026 -6.371 -0.485 -0.087 0.223
O 5.272 -7.245 -6.097 0.262 0.069 0.063
O 3.733 6.926 -1.319 -0.567 -0.017 -0.012
O 7.291 -3.985 24.473 -0.076 -0.153 0.357
O -5.468 0.028 -0.465 -0.141 0.244 -0.356
O -3.913 -0.661 22.936 -0.269 -0.203 0.245
O -0.561 -6.491 24.428 -0.349 -0.133 0.148
O -1.444 -2.743 -3.759 -0.462 0.061 -0.349
O -5.45 -2.67 22.195 -0.109 -0.081 0.431
O 7.386 4.333 22.728 0.539 -0.432 0.397
O -3.681 4.908 -1.456 -0.402 0.11 -0.521
O -3.463 -3.988 -2.842 -0.213 -0.641 -0.38
O 0.053 -2.708 22.14 -0.031 0.08 0.079
O -6.801 -6.154 -5.516 0.483 -0.161 0.002
O -3.886 7.146 -2.849 -0.523 -0.203 -0.498
O 4.756 -4.126 -1.101 0.25 0.254 -0.416
O -8.072 0.101 22.174 -0.005 0.027 0.587
O 4.197 4.723 24.609 0.325 -0.569 0.215
O 0.352 -1.932 -5.541 0.104 -0.094 0.049
O 8.033 -7.639 -3.91 -0.25 0.111 0.106
O -3.889 -1.801 -1.422 0.248 0.139 -0.075
O 7.276 -1.585 -6.013 -0.475 -0.144 -0.234
O 2.782 0.573 -6.749 0.118 -0.044 0.173
O -4.601 -5.568 25.606 -0.595 0.227 0.142
O 3.177 -0.278 25.039 0.087 -0.057 0.622
O 4.297 -5.028 25.173 0.159 -0.717 -0.387
O -2.635 2.732 -0.498 -0.131 0.005 -0.264
O 5.425 2.763 21.972 -0.163 -0.051 0.563
O 3.945 6.733 -6.214 -0.272 -0.184 -0.471
O 3.725 1.981 -1.403 0.158 0.173 -0.308
O -4.784 -1.892 -3.911 -0.115 0.355 0.103
O 3.726 5.977 -3.765 0.13 -0.597 0.09
O -6.977 -4.63 23.032 0.427 0.063 0.381
O -5.843 -3.414 -2.179 0.093 -0.231 0.242
O 3.771 6.721 23.031 -0.833 0.278 0.175
O -0.012 -5.472 -0.269 -0.016 -0.126 -0.397
O 2.723 -5.485 22.093 -0.085 -0.14 0.482
O -4.443 4.501 -4.766 0.07 -0.207 0.808
O 0.668 -7.389 -6.416 0.087 -0.137 -0.362
O 0.057 5.437 -0.324 0.022 0.156 -0.336
O 3.145 -7.839 -3.282 -0.22 0.116 -0.458
O 6.302 -7.466 25.876 -0.047 0.095 -0.153
O -6.192 3.245 25.269 -0.16 -0.143 0.148
O 4.021 -6.567 -1.273 0.05 -0.382 0.401
O -1.55 -5.765 -5.632 0.092 0.404 -0.123
O -1.196 -5.349 -3.082 0.705 -0.242 0.48
O 5.175 -4.658 -5.842 0.044 0.153 -0.348
O 6.559 -6.133 -1.133 0.355 -0.152 -0.159
O 0.032 2.636 22.301 -0.022 -0.101 0.094
O 2.14 4.076 23.047 -0.01 0.51 -0.001
O 1.031 2.198 -5.745 -0.116 0.072 0.066
O 4.56 -3.807 22.854 0.647 0.167 0.051
O -3.068 -6.985 -3.917 -0.151 -0.275 -0.146
O -3.613 1.996 -5.483 0.627 -0.025 0.373
O 6.767 -0.481 -3.767 0.081 0.425 0.342
O 5.269 -5.363 -3.322 0.396 -0.292 -0.318
O -7.004 3.166 -6.143 -0.158 0.042 0.133
O 6.649 -1.785 -1.493 -0.139 -0.181 -0.076
O 5.688 7.664 -2.978 0.301 0.53 0.333
O -1.881 6.887 -1.238 0.161 0.582 -0.116
O 0.799 7.729 25.175 0.132 -0.161 -0.146
O 1.099 -5.093 -5.039 -0.546 -0.047 0.169
O 6.777 -1.716 23.183 -0.061 0.08 0.282
O 1.773 3.724 -1.24 0.147 0.286 -0.055
O -3.725 -2.862 26.142 -0.349 0.103 -0.112
O 0.803 -1.428 25.371 -0.138 0.419 -0.142
O -7.578 6.524 23.119 -0.148 0.425 0.447
O -7.026 1.905 -1.404 0.184 0.051 -0.297
O 7.46 -1.672 25.782 0.385 0.485 -0.069
O -1.111 0.813 -1.359 -0.268 0.099 -0.539
O -4.239 1.489 24.469 0.054 -0.046 0.434
O -6.057 1.002 -5.202 -0.173 -0.563 0.357
O 5.455 -7.959 22.017 -0.076 0.032 0.278
O -5.493 -8.137 25.222 -0.223 -0.079 -0.226
O -3.918 -6.842 23.447 0.352 0.341 0.216
O 5.211 -0.025 -5.913 -0.176 -0.059 0.27
O 2.99 -6.124 -6.461 -0.035 -0.304 -0.053
O 5.478 1.101 24.854 0.385 0.016 -0.36
O -1.908 1.027 23.201 0.314 -0.238 0.597
O -6.13 5.598 -6.552 -0.358 0.48 -0.209
O -3.732 -5.702 -7.106 -0.372 -0.384 0.017
O -7.848 -3.947 -0.876 -0.637 0.237 0.053
O -6.427 6.707 -1.493 0.299 0.211 -0.168
O 4.284 7.196 25.59 -0.5 0 0.128
O 2.398 2.959 -3.622 0.591 -0.188 -0.2
O -0.476 -7.692 -4.129 0.024 -0.159 0.457
O -7.921 2.435 -3.758 -0.288 -0.179 -0.076
O -3.054 -7.826 25.777 0.499 0.049 -0.038
O 0.148 4.265 -4.42 0.023 0.067 0.306
O -4.143 -0.626 -5.98 0.482 -0.053 -0.052
O -1.559 -4.381 23.26 -0.405 0.018 0.151
O 1.757 4.417 25.555 -0.522 0.339 -0.237
O -6.357 1.942 22.966 -0.225 0.11 0.024
O -5.658 -7.218 -3.403 -0.013 -0.298 -0.34
O -2.149 -4.946 25.776 0.165 -0.168 0.392
O 1.191 -7.522 22.821 0.276 -0.287 0.152
O -7.854 -6.329 24.847 0.396 -0.125 -0.025
O -2.088 4.18 -5.812 0.227 -0.05 -0.512
O 2.114 -5.411 -2.667 -0.023 0.294 0.079
O 1.059 -3.064 -3.302 0.048 0.026 0.316
O 1.768 -0.948 22.969 0.144 0.33 -0.203
O 6.207 6.342 23.985 0.046 0.417 -0.092
O -4.215 -3.32 -6.03 0.38 -0.059 0.286
O -6.447 -1.983 -6.047 0.021 0.116 0.182
O -6.727 4.346 -2.496 0.472 0.005 -0.039
O 0.179 -4.027 25.295 0.501 -0.196 -0.136
O 2.432 4.58 -5.643 0.036 -0.215 -0.665
O 7.658 1.039 -5.761 0.122 0.074 -0.298
O -3.814 6.739 -5.994 0.219 0.317 0.257
O -6.009 6.424 -4.125 -0.203 0.374 0.002
O 7.882 6.202 -3.18 -0.229 -0.452 0.226
O 5.198 -2.573 25.061 -0.039 0.227 0.657
O 6.509 6.956 -5.328 0.312 -0.259 -0.093
O -1.964 5.448 -3.466 0.276 -0.036 0.245
O 1.626 7.009 -4.955 -0.026 0.201 0.34
O 5.653 -2.824 -3.836 -0.295 0.091 -0.018
O -0.759 6.507 -5.624 -0.205 -0.014 -0.466
O -0.027 -0.562 -3.387 -0.156 0.369 -0.422

Results
total energy: -101655.514 eV
total energy less fixed offsets of O -438.25, Si -107.07 eV per atom: -2.314 eV
